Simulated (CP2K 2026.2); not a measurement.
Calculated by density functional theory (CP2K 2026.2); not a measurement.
Periodic cell of 513 atoms, Si351O162, from a study of silicon, its oxide and their interface. The atomic structure is a simulated model.
Doubt: the forces sum to 3.27 eV/angstrom along one axis rather than to zero, so they err by at least 0.0064 eV/angstrom per atom on average; the grid cutoff is modest.
This geometry differs little from another in the collection (a relaxation step or a small displacement).

Settings
functional: PBE
method: Gaussian and plane waves
basis set: DZVP-MOLOPT-SR-GTH
pseudopotentials: GTH-PBE
grid cutoff: 350 Ry, relative cutoff 50 Ry
k points: Gamma only
occupations: fixed
spin: none
net charge: 0

Cell vectors (angstrom)
a	16.407	0	0
b	0	16.407	0
c	-0.8006	-0.158	34.6219

Atoms and the computed forces on them: element, x, y, z (angstrom), force x, y, z (eV/angstrom)
Si	0.153	16.109	0.197	-0.126	0.113	0.142
Si	2.801	2.477	0.37	-0.124	0.095	0.217
Si	16.197	5.688	0.38	-0.02	-0.051	0.186
Si	2.144	8.434	0.01	0.09	-0.046	0.226
Si	0.029	10.64	0.491	0.041	-0.018	0.151
Si	2.385	13.839	0.577	0.096	-0.121	0.152
Si	4.854	0.109	0.447	0.111	-0.055	0.188
Si	7.42	2.901	0.32	0.063	0.074	0.152
Si	5.188	5.061	0.311	0.035	0.043	0.149
Si	6.977	8.535	34.541	0.084	-0.165	0.223
Si	5.408	10.81	0.221	-0.105	0.046	0.206
Si	8.004	13.209	0.003	-0.061	0.131	0.204
Si	10.929	16.143	0.01	-0.038	-0.003	0.206
Si	13.335	2.771	0.29	0.089	-0.055	0.188
Si	10.281	4.922	34.577	-0.136	0.121	0.155
Si	13.958	7.862	0.037	-0.066	0.017	0.186
Si	10.389	11.079	0.143	0.115	-0.03	0.208
Si	12.363	13.704	34.481	0.065	-0.047	0.228
Si	1.141	1.338	1.58	0.028	-0.012	-0.056
Si	3.877	3.953	1.856	0.012	-0.019	-0.062
Si	1.191	6.957	1.674	-0.019	-0.008	-0.051
Si	3.792	9.535	1.359	0.019	0.011	-0.047
Si	1.238	12.174	1.724	-0.017	0.007	-0.04
Si	3.83	15.039	1.919	-0.015	0.012	-0.063
Si	6.451	1.304	1.706	-0.024	0.018	-0.032
Si	9.277	4.077	1.266	-0.003	-0.022	-0.03
Si	6.596	6.83	1.151	-0.001	0.001	-0.023
Si	9.277	9.56	1.537	-0.013	0.018	-0.074
Si	6.597	12.243	1.627	-0.003	-0.017	-0.07
Si	9.24	14.944	1.221	0.013	-0.007	-0.035
Si	12.079	1.2	1.495	-0.003	0.008	-0.042
Si	14.904	4.046	1.507	-0.009	0.017	-0.042
Si	12.161	6.785	1.253	0.013	-0.009	-0.036
Si	14.855	9.393	1.627	0.024	0.013	-0.051
Si	12.073	12.269	1.293	-0.022	0.003	-0.052
Si	14.746	14.992	1.293	-0.004	0	-0.034
Si	16.179	2.684	2.925	-0.008	0.004	0.006
Si	2.407	0.018	3.114	0.002	-0.005	0.022
Si	16.195	8.165	3.09	0.01	0.001	0.017
Si	2.485	5.46	2.974	0.002	-0.008	0.008
Si	16.093	13.619	2.808	0.003	-0.013	0.011
Si	2.596	10.806	2.991	-0.007	0.011	-0.005
Si	5.183	2.588	3.19	-0.008	0.002	0.009
Si	7.984	16.296	2.787	0.004	0.003	0.004
Si	5.226	8.13	2.679	-0.003	-0.001	-0.004
Si	7.95	5.48	2.667	0.003	0.007	0
Si	5.279	13.601	3.027	-0.003	0.002	0.013
Si	7.951	10.874	2.97	0.002	0.004	0.026
Si	10.632	2.662	2.715	-0.003	0	0.015
Si	13.464	16.288	2.837	0.005	0	0.002
Si	10.736	8.107	2.704	0.004	-0.008	0.015
Si	13.45	5.433	2.791	0.005	-0.007	0.017
Si	10.647	13.607	2.699	-0.002	-0.005	0.006
Si	13.398	10.881	2.756	-0.003	-0.002	0.01
Si	1.111	4.064	4.303	-0.009	-0.002	0.005
Si	3.793	1.288	4.508	-0.001	0.002	-0.005
Si	1.17	9.538	4.375	-0.006	-0.001	-0.002
Si	3.923	6.821	4.226	0.006	0.001	-0.004
Si	1.013	14.957	4.29	0.009	0.017	0.001
Si	3.91	12.209	4.341	-0.003	-0.016	0.004
Si	6.66	4.099	4.218	-0.005	-0.017	-0.004
Si	9.331	1.294	4.156	0	0.006	0.002
Si	6.54	9.46	4.2	0.004	0.008	0
Si	9.337	6.769	4.111	-0.01	-0.01	-0.009
Si	6.665	14.993	4.287	0.004	-0.004	0.004
Si	9.364	12.272	4.219	-0.003	-0.003	-0.005
Si	12.034	4.031	4.109	0.009	0.012	-0.004
Si	14.787	1.283	4.232	-0.002	-0.001	0
Si	12.043	9.504	4.136	0.003	0.004	0.007
Si	14.776	6.735	4.287	0	0	-0.003
Si	12.031	14.937	4.149	-0.006	-0.006	-0.007
Si	14.755	12.235	4.185	0.009	0.006	0
Si	16.11	16.347	5.659	-0.004	-0.002	0.001
Si	2.444	2.729	5.739	0.007	0.002	0.005
Si	16.135	5.392	5.667	-0.002	-0.005	0.001
Si	2.543	8.134	5.66	0.002	0	0.001
Si	16.146	10.923	5.623	0.004	0.003	-0.001
Si	2.463	13.6	5.618	-0.002	-0.001	-0.005
Si	5.258	16.306	5.696	-0.007	-0.005	0.005
Si	7.994	2.675	5.566	0.001	0.003	-0.001
Si	5.268	5.437	5.6	0.001	0.001	-0.004
Si	7.968	8.119	5.534	0.004	-0.001	-0.002
Si	5.258	10.827	5.663	-0.003	0.005	-0.001
Si	8.011	13.61	5.632	0.001	0.004	0.002
Si	10.702	16.338	5.54	0.004	0	-0.006
Si	13.391	2.678	5.544	0.003	-0.001	-0.005
Si	10.686	5.393	5.515	-0.002	0.001	-0.009
Si	13.404	8.16	5.57	0.003	-0.001	0
Si	10.706	10.864	5.561	-0.001	0.003	0.001
Si	13.385	13.589	5.566	0	-0.006	-0.005
Si	1.077	1.308	7.031	-0.001	0.001	0.003
Si	3.882	4.092	7.007	-0.001	0.002	0.001
Si	1.136	6.767	6.995	0.001	0.001	-0.002
Si	3.875	9.503	7.039	0	-0.002	0.003
Si	1.106	12.259	7.009	0.002	0.004	0.001
Si	3.854	14.938	7.008	0.003	-0.004	0.001
Si	6.622	1.329	6.983	-0.002	0.002	-0.001
Si	9.357	4.031	6.941	0.003	-0.002	0.001
Si	6.629	6.783	6.971	-0.002	-0.004	-0.005
Si	9.318	9.503	6.923	-0.004	0.003	-0.005
Si	6.629	12.228	6.986	0.002	-0.004	0
Si	9.358	14.996	6.973	-0.001	-0.001	-0.002
Si	12.05	1.3	6.934	0.001	0.001	-0.002
Si	14.754	4.011	6.978	-0.001	0.001	0
Si	12.037	6.769	6.92	0	0	-0.005
Si	14.785	9.513	6.957	0.002	0.001	-0.003
Si	12.057	12.222	6.96	0.003	-0.001	-0.005
Si	14.736	14.965	6.978	0.001	0.003	-0.001
Si	16.117	2.67	8.379	0	-0.002	0.004
Si	2.488	16.344	8.349	0.001	0	0.002
Si	16.165	8.152	8.336	0.003	0	-0.001
Si	2.501	5.426	8.381	0.002	0.001	0.001
Si	16.141	13.63	8.352	0	-0.001	-0.001
Si	2.485	10.882	8.37	-0.002	0.001	0.001
Si	5.238	2.688	8.345	-0.001	0.002	0.002
Si	7.979	16.352	8.348	-0.001	0.003	0
Si	5.258	8.135	8.369	-0.001	0.001	-0.001
Si	7.979	5.39	8.321	0.001	0.002	-0.003
Si	5.234	13.577	8.36	-0.003	-0.001	0.004
Si	7.981	10.859	8.344	-0.002	0.003	0.001
Si	10.7	2.66	8.329	0	-0.001	-0.002
Si	13.395	16.349	8.343	0.002	0	-0.002
Si	10.679	8.13	8.302	0	0.001	-0.005
Si	13.404	5.41	8.323	0	-0.001	-0.001
Si	10.701	13.605	8.337	0.002	0	-0.001
Si	13.429	10.873	8.336	0.001	-0.002	-0.002
Si	1.115	4.041	9.717	0.001	0.001	0.002
Si	3.86	1.312	9.701	0	0	0
Si	1.121	9.512	9.728	0	0.001	0.001
Si	3.876	6.787	9.739	-0.001	0.002	0.001
Si	1.116	14.987	9.717	0.001	0.003	0
Si	3.865	12.234	9.742	0.001	-0.003	0.002
Si	6.607	4.043	9.71	-0.001	-0.001	0
Si	9.331	1.306	9.726	-0.001	-0.001	0
Si	6.608	9.512	9.732	0	-0.002	0.001
Si	9.326	6.767	9.692	0	-0.001	-0.003
Si	6.596	14.977	9.711	0	0	0
Si	9.331	12.24	9.708	0	0	-0.001
Si	12.058	4.029	9.702	0.003	0	-0.002
Si	14.769	1.293	9.733	0	0.001	0.002
Si	12.053	9.495	9.678	0.001	0.001	-0.003
Si	14.795	6.771	9.694	0.002	0.001	-0.002
Si	12.045	14.979	9.718	-0.001	0.001	-0.001
Si	14.791	12.244	9.709	0.003	0	-0.001
Si	-0.243	16.35	11.09	0.001	-0.002	0.002
Si	2.491	2.673	11.073	-0.002	-0.002	0
Si	-0.237	5.418	11.087	0.001	-0.001	0
Si	2.508	8.159	11.101	0.001	-0.001	0.002
Si	-0.24	10.894	11.085	-0.003	-0.001	0.002
Si	2.497	13.63	11.084	-0.002	0	0
Si	5.22	16.352	11.074	-0.001	0.003	0.002
Si	7.947	2.664	11.091	0.001	0.002	0.002
Si	5.241	5.403	11.086	0.001	0.001	-0.001
Si	7.966	8.127	11.08	0.002	0.002	0.001
Si	5.232	10.868	11.114	-0.002	0	0.004
Si	7.955	13.598	11.088	0	0	0.001
Si	10.68	16.334	11.104	0.002	0.002	0
Si	13.419	2.673	11.097	0	0	0
Si	10.679	5.389	11.059	-0.001	0	-0.004
Si	13.424	8.142	11.058	-0.001	0.002	-0.003
Si	10.698	10.86	11.057	0.002	0	-0.003
Si	13.426	13.615	11.069	0.001	0.001	-0.003
Si	1.136	1.309	12.452	0	0.003	0.005
Si	3.867	4.033	12.437	-0.002	0.002	-0.002
Si	1.15	6.781	12.459	-0.001	0.004	-0.001
Si	3.869	9.511	12.496	0	0	0.002
Si	1.139	12.266	12.45	0.002	0	-0.001
Si	3.858	15	12.461	0	-0.001	0
Si	6.564	1.305	12.466	-0.001	-0.003	0.001
Si	9.307	4.037	12.447	0.002	-0.001	-0.001
Si	6.597	6.771	12.46	-0.001	0.001	0.002
Si	9.334	9.499	12.434	0.001	0.001	-0.001
Si	6.59	12.244	12.484	0.003	0.001	0.001
Si	9.304	14.964	12.476	0	0	0.002
Si	12.052	1.301	12.464	-0.001	0	0
Si	14.809	4.039	12.455	0.001	0.003	0.001
Si	12.053	6.755	12.406	0.005	-0.004	-0.004
Si	14.791	9.521	12.43	0.001	-0.001	0.002
Si	12.055	12.237	12.415	-0.001	0.001	-0.003
Si	14.799	14.972	12.439	0	0.002	0
Si	-0.212	2.677	13.827	0	0	0.002
Si	2.505	-0.033	13.845	-0.002	-0.002	0.003
Si	-0.223	8.176	13.79	0.001	0	0.001
Si	2.538	5.403	13.82	0.003	-0.002	-0.002
Si	-0.225	13.635	13.812	-0.003	-0.001	0.002
Si	2.508	10.922	13.838	-0.004	0	0.003
Si	5.195	2.679	13.847	0	0.004	0.001
Si	7.905	16.326	13.835	-0.001	0.005	0.002
Si	5.243	8.124	13.855	-0.001	0	0.006
Si	7.943	5.394	13.832	0.002	0	0.002
Si	5.216	13.637	13.843	-0.001	0	0.002
Si	7.971	10.849	13.824	0.004	-0.002	0.001
Si	10.659	2.663	13.812	0.002	0.004	0
Si	13.438	16.332	13.81	0.002	0.001	-0.001
Si	10.687	8.104	13.779	0	-0.002	-0.003
Si	13.417	5.414	13.788	-0.002	0.001	-0.001
Si	10.689	13.567	13.81	0.007	-0.002	0.001
Si	13.42	10.896	13.79	-0.004	0.009	-0.001
Si	1.188	4.038	15.189	0.001	0.007	-0.002
Si	3.846	1.331	15.262	-0.003	-0.003	0.001
Si	1.13	9.557	15.179	0	0	-0.001
Si	3.901	6.738	15.237	-0.004	0	-0.003
Si	1.124	15.017	15.198	0.002	0.001	0.002
Si	3.865	12.289	15.234	0.003	0.004	-0.003
Si	6.562	4.043	15.215	-0.004	-0.003	0.001
Si	9.268	1.296	15.169	-0.007	-0.001	-0.001
Si	6.623	9.484	15.22	0.005	0.004	0.001
Si	9.316	6.762	15.181	-0.003	0.003	0.004
Si	6.548	14.985	15.265	-0.002	-0.001	0.007
Si	9.327	12.206	15.205	-0.002	0.001	0.004
Si	12.036	4.045	15.148	0.001	0	0.001
Si	14.818	1.294	15.171	0.001	-0.003	0.004
Si	12.05	9.487	15.106	0.003	-0.005	-0.003
Si	14.806	6.799	15.116	0.001	0.002	-0.001
Si	12.068	14.938	15.152	0	-0.001	0.003
Si	14.809	12.263	15.152	0.003	0.002	0.006
Si	-0.203	-0.008	16.6	-0.006	-0.01	0.007
Si	2.507	2.709	16.673	-0.002	-0.001	-0.005
Si	-0.222	5.429	16.443	-0.001	0.003	0.008
Si	2.519	8.175	16.498	-0.001	0.001	0.015
Si	-0.255	10.921	16.555	0	0.006	-0.001
Si	2.473	13.679	16.591	0.002	0.006	-0.004
Si	5.189	-0.023	16.671	0.006	0.006	0.009
Si	7.901	2.653	16.562	0.002	0.006	0.006
Si	5.269	5.39	16.69	0.004	-0.001	-0.003
Si	7.961	8.079	16.616	0.008	0.007	0.008
Si	5.287	10.912	16.547	-0.013	-0.016	0.01
Si	7.943	13.572	16.575	-0.005	-0.007	0.009
Si	10.626	16.27	16.453	0.009	0.011	-0.002
Si	13.398	2.65	16.468	0.005	0.01	0.001
Si	10.683	5.408	16.539	-0.005	-0.008	0
Si	13.473	8.204	16.466	-0.005	-0.007	0
Si	10.669	10.753	16.525	0.012	0.01	-0.001
Si	13.474	13.622	16.541	-0.006	-0.006	0.004
Si	1.077	1.405	18.061	0.001	-0.003	-0.002
Si	3.924	4.018	18.096	-0.007	0	-0.014
Si	1.09	6.84	17.808	0.002	-0.002	-0.034
Si	3.937	9.514	17.845	-0.004	0.004	-0.034
Si	1.078	12.32	17.926	0.004	-0.006	-0.005
Si	3.728	15.086	18.036	-0.009	0.002	-0.009
Si	6.605	1.322	18.056	0.001	-0.002	-0.013
Si	9.274	4.024	17.885	-0.012	0	-0.017
Si	6.672	6.725	18.106	-0.009	0.005	-0.009
Si	9.319	9.41	18.005	-0.009	-0.006	-0.016
Si	6.628	12.218	18.009	0.007	0.011	-0.026
Si	9.332	14.923	17.909	-0.003	0.005	-0.012
Si	11.983	1.233	17.746	-0.005	-0.015	-0.014
Si	14.809	4.041	17.747	0.009	0.001	-0.015
Si	12.105	6.85	17.78	0.01	0.014	-0.013
Si	14.797	9.544	17.922	0	-0.004	0.005
Si	12.134	12.096	17.755	-0.014	0.008	-0.004
Si	14.828	15.039	17.949	0.004	0.016	-0.007
Si	-0.411	2.776	19.338	-0.019	0.022	0.032
Si	2.396	0.099	19.543	0.014	-0.008	0.036
Si	-0.263	8.164	19.261	0.006	-0.008	0.052
Si	2.458	5.523	19.183	-0.015	0.022	0.061
Si	-0.242	13.676	19.392	-0.016	0	0.056
Si	2.497	10.881	19.113	0.026	-0.004	0.076
Si	5.304	2.676	19.598	0.02	-0.025	0.053
Si	8.03	16.293	19.359	-0.016	0.008	0.061
Si	5.27	8.196	19.345	-0.012	0.02	0.061
Si	8.086	5.319	19.495	0.029	-0.015	0.062
Si	5.175	13.67	19.248	0.005	0.003	0.062
Si	7.982	10.778	19.441	0.017	0.023	0.054
Si	10.631	2.564	19.112	0	0.023	0.042
Si	13.316	-0.013	19.199	-0.005	-0.019	0.05
Si	10.803	8.064	19.307	0.01	-0.007	0.054
Si	13.481	5.455	19.024	-0.005	-0.002	0.045
Si	10.745	13.406	19.038	0.023	-0.015	0.064
Si	13.435	10.874	19.323	-0.007	0.009	0.06
Si	0.809	4.488	20.446	0.031	-0.083	-0.2
Si	4.191	1.018	20.927	-0.129	0.094	-0.212
Si	1.366	9.365	20.472	-0.033	0.021	-0.232
Si	3.559	7.131	20.499	0.002	-0.048	-0.195
Si	0.964	15.125	20.872	-0.054	0.035	-0.187
Si	4.029	12.029	20.45	-0.133	0.109	-0.166
Si	7.047	3.697	20.935	-0.097	0.128	-0.251
Si	9.275	1.416	20.693	0.068	-0.128	-0.221
Si	6.296	9.772	20.867	0.093	-0.193	-0.132
Si	9.959	6.281	20.628	-0.057	0.003	-0.23
Si	6.401	15.124	20.611	0.076	-0.041	-0.247
Si	9.665	11.955	20.568	-0.059	0.042	-0.272
Si	12.059	4.036	20.17	0.002	-0.006	-0.104
Si	14.127	1.784	20.528	0.104	-0.016	-0.194
Si	11.869	9.695	20.664	0.07	-0.069	-0.271
Si	14.912	6.577	20.516	-0.026	0.079	-0.24
Si	12.259	14.591	20.317	0.045	0.064	-0.183
Si	14.55	12.501	20.65	0.075	-0.026	-0.241
Si	0.979	2.938	22.838	0.065	0.111	0.006
Si	3.324	1.534	24.024	0.062	-0.053	-0.042
Si	15.77	9.041	24.623	0.066	-0.045	0.027
Si	4.199	6.699	23.436	0.029	0.023	-0.004
Si	0.121	11.301	22.747	0.011	-0.04	-0.062
Si	2.546	13.293	22.734	0.008	-0.003	0.003
Si	8.247	13.772	22.798	0.043	0.001	-0.02
Si	10.527	15.809	22.667	-0.019	0.021	0.036
Si	5.621	9.464	24.026	0.054	0.073	-0.092
Si	6.675	5.05	23.845	0.003	-0.041	-0.006
Si	8.112	12.233	25.41	0.037	-0.026	0.028
Si	12.231	15.456	25.21	0.087	0.009	0.043
Si	3.872	3.097	26.505	-0.073	-0.013	-0.057
Si	13.323	8	22.926	0.021	-0.023	-0.055
Si	8.478	9.325	25.293	-0.018	-0.018	0.044
Si	11.514	11.117	28.44	-0.05	0.044	0.007
Si	15.819	0.623	22.651	0.027	-0.119	0.07
Si	6.498	4.198	26.71	0.061	0.073	-0.088
Si	-0.418	9.335	27.766	0.047	-0.01	-0.008
Si	3.581	11.112	25.758	-0.064	-0.024	-0.074
Si	12.161	1.38	27.261	0.025	-0.003	0.039
Si	13.203	3.92	26.43	0.079	0.045	0.047
Si	9.182	6.878	23.618	0	-0.08	0.084
Si	6.663	12.01	28.015	0.029	0.042	0.069
Si	5.02	12.473	32.429	0.011	-0.016	0.038
Si	14.434	-0.007	28.453	-0.067	-0.043	0.002
Si	15.452	4.604	28.707	-0.045	0.01	-0.033
Si	10.504	8.403	27.425	-0.103	0.024	-0.027
Si	14.753	14.105	26.399	-0.001	0.045	-0.053
Si	15.451	2.586	24.798	-0.041	-0.033	-0.005
Si	4.499	13.686	27.476	0.011	0.091	0
Si	10.427	13.543	26.883	-0.024	0.018	0.057
Si	2.547	8.566	27.339	-0.057	0.03	0.001
Si	11.035	4.917	31.558	-0.041	-0.048	0.049
Si	3.226	14.966	25.241	0.06	0.06	0.012
Si	1.772	6.92	31.671	-0.105	-0.009	-0.006
Si	5.618	2.311	28.498	0.033	-0.085	0.047
Si	9.582	14.794	29.66	-0.06	-0.081	0.009
Si	4.716	10.7	29.907	-0.068	0.052	0.014
Si	8.228	1.341	32.756	0.071	0.005	0.001
Si	4.261	7.604	29.842	0.038	0.001	-0.112
Si	9.024	11.837	30.145	-0.053	-0.029	0.06
Si	13.294	9.005	31.757	0.02	-0.003	0.023
Si	-0.652	1.936	30.345	-0.026	0.017	0.011
Si	11.617	6.429	25.165	-0.011	-0.03	0.01
Si	8.608	3.491	30.695	-0.075	-0.034	-0.043
Si	14.389	12.021	28.435	-0.02	-0.049	-0.024
Si	1.248	12.956	26.25	-0.003	-0.049	0.004
Si	3.144	14.626	32.844	-0.012	0.003	-0.005
Si	14.184	11.915	32.693	-0.075	0.011	-0.035
Si	1.648	4.662	33.343	0.043	-0.07	0.006
Si	0.493	16.152	31.928	0.018	-0.063	0.044
Si	2.318	12.599	29.13	0.012	0.035	-0.021
Si	6.306	5.074	29.408	-0.061	0.031	-0.015
Si	11.854	0.253	29.949	0.069	-0.005	-0.061
Si	10.854	7.811	30.436	0.043	-0.012	-0.007
Si	8.94	9.514	32.253	0.021	0.042	0.022
Si	1.485	6.811	24.904	-0.025	0.062	0.085
Si	12.967	2.435	31.887	-0.046	0.027	-0.046
Si	15.476	7.377	30.115	0.012	-0.029	-0.008
Si	0.897	4.247	26.436	-0.008	0.019	-0.012
Si	7.622	0.75	29.942	0.032	0.05	-0.035
Si	-0.278	13.396	30.678	0.041	-0.022	-0.032
O	-0.492	-0.028	33.231	-0.256	0.034	-0.036
O	0.531	1.248	31.251	0.259	-0.079	-0.041
O	3.019	1.118	34.557	0.153	0.055	-0.287
O	1.691	3.044	33.528	0.043	-0.123	-0.21
O	14.259	6.511	34.272	-0.205	-0.075	0.019
O	1.594	5.293	31.843	-0.229	0.039	-0.007
O	0.212	9.44	34.278	0.16	-0.185	-0.09
O	0.163	5.042	33.948	-0.08	0.188	-0.329
O	14.735	11.399	34.115	0.112	-0.096	-0.037
O	15.454	12.617	31.947	0.1	-0.157	0.029
O	1.092	14.775	0.243	0.13	0.045	0.27
O	-0.219	14.996	30.998	0.125	-0.079	-0.277
O	4.278	15.474	33.687	-0.057	0.107	-0.251
O	4.049	13.678	31.862	0.009	0.249	-0.316
O	7.557	0.484	31.55	-0.052	-0.301	0.08
O	7.056	1.606	33.833	0.115	-0.034	0.047
O	5.498	3.809	34.295	0.113	-0.089	-0.148
O	3.09	5.271	33.933	-0.133	0.158	-0.061
O	7.729	8.723	33.056	-0.148	0.081	-0.042
O	4.188	2.054	27.745	-0.066	-0.097	0.06
O	2.336	13.518	33.748	-0.035	-0.111	0.016
O	5.654	9.482	34.337	-0.103	0.086	0.128
O	8.457	12.033	34.275	-0.137	0.158	-0.062
O	6.336	13.119	33.194	-0.057	-0.08	-0.125
O	10.749	15.591	30.483	-0.011	-0.097	-0.064
O	9.474	0.504	33.409	0.119	0.319	-0.086
O	14.441	2.265	31.247	-0.036	-0.136	0.066
O	13.099	2.056	33.468	-0.072	-0.031	0.097
O	11.336	3.675	34.576	-0.021	0.067	-0.062
O	10.22	5.267	32.954	-0.102	0.003	-0.004
O	15.315	8.231	28.741	-0.145	0.163	-0.142
O	12.812	8.464	33.233	-0.013	0.326	0.062
O	9.998	10.102	33.375	0.111	-0.048	0.094
O	9.61	8.353	31.336	-0.053	-0.241	-0.035
O	13.001	13.008	33.092	-0.123	0.028	-0.324
O	11.22	14.853	34.036	-0.007	0.086	-0.17
O	-0.312	5.55	21.031	-0.065	-0.136	0.145
O	1.632	3.983	21.804	0.122	0.215	0.2
O	5.304	16.23	21.156	0.144	-0.059	-0.074
O	3.87	1.482	22.492	-0.124	0.153	0.062
O	0.78	10.19	21.76	-0.039	-0.123	-0.029
O	2.466	8.261	21.044	0.057	0.14	-0.033
O	4.315	6.514	21.824	-0.007	-0.265	-0.04
O	6.681	4.153	22.484	-0.288	0.154	0.171
O	2.253	14.491	21.676	0.045	0.189	-0.12
O	-0.103	15.561	22.113	0.031	-0.151	0.037
O	5.257	10.997	20.669	-0.093	0.243	0.204
O	3.529	12.249	21.999	-0.129	-0.062	0.038
O	8.166	2.516	21.213	-0.153	0.083	-0.001
O	4.872	4.382	26.589	-0.202	0.325	-0.192
O	10.012	0.847	22.076	-0.166	-0.074	0.003
O	12.999	11.423	29.027	0.025	-0.24	-0.029
O	4.665	8.158	23.962	-0.23	0.19	0.289
O	6.333	9.614	22.532	-0.014	0.153	-0.068
O	9.613	6.978	22.064	-0.09	0.312	0.096
O	7.663	6.32	23.655	-0.109	-0.035	-0.294
O	7.586	12.981	24.064	-0.38	-0.199	-0.042
O	7.009	14.387	21.948	-0.049	-0.005	0.189
O	8.933	10.875	25.021	-0.033	0.113	-0.149
O	9.088	12.709	21.903	-0.252	0.096	0.01
O	11.062	5.081	21.019	-0.13	0.119	0.224
O	-0.386	3.34	29.576	0.087	0.047	0.146
O	14.413	1.019	21.959	0.002	-0.118	0.286
O	13.074	2.989	20.996	0.157	-0.061	0.149
O	12.449	9.079	22.076	0.165	-0.076	0.074
O	10.748	10.826	21.116	-0.028	0.14	0.116
O	14.108	7.048	21.866	-0.04	0.124	0.194
O	-0.162	10.53	24.152	0.208	0.176	0.102
O	11.13	15.01	21.41	-0.158	0.171	-0.164
O	11.772	15.877	23.711	-0.11	-0.011	0.044
O	15.155	11.872	22.06	-0.242	-0.158	0.24
O	13.408	13.64	21.054	0.067	0.153	-0.07
O	1.987	2.471	24.011	-0.015	-0.031	0.026
O	0.602	1.571	22.016	0.079	0.034	-0.303
O	15.606	1.007	24.261	-0.209	-0.15	-0.147
O	-0.004	2.928	26.079	0.026	0.019	-0.067
O	3.47	7.777	28.423	-0.114	-0.058	-0.205
O	15.565	9.018	26.231	-0.369	0.046	-0.066
O	2.653	6.48	23.839	-0.061	-0.165	-0.245
O	5.158	5.57	24.088	-0.028	-0.164	-0.084
O	4.781	9.104	30.259	-0.024	-0.042	0.296
O	1.112	12.569	23.025	-0.256	-0.114	0.081
O	2.08	11.767	25.412	-0.217	-0.079	0.029
O	3.376	13.922	23.987	0.138	-0.358	-0.201
O	5.988	13.512	28.141	0.17	0.203	-0.036
O	9.256	14.974	23.275	0.075	0.037	0.233
O	11.805	0.376	26.051	-0.374	0.222	-0.033
O	11.972	2.954	26.912	-0.303	0.019	0.117
O	6.845	9.223	25.104	0.051	-0.332	0.087
O	7.166	4.317	25.232	0.283	0.002	0.049
O	4.607	10.692	24.524	0.023	0.068	-0.13
O	10.467	11.236	29.682	0.11	-0.174	0.197
O	11.108	12.139	27.258	-0.076	-0.073	-0.114
O	13.756	1.137	27.51	0.038	0.244	0.079
O	4.215	11.498	33.481	-0.28	-0.128	0.033
O	9.208	8.403	24.174	0.002	0.163	-0.268
O	15.083	5.83	29.729	-0.036	-0.031	0.058
O	12.395	7.132	23.925	-0.003	0.054	-0.173
O	0.423	7.855	24.236	0.055	-0.163	-0.192
O	11.474	9.673	27.707	0.371	0.167	-0.168
O	6.938	11.75	26.429	-0.257	-0.029	-0.217
O	15.1	15.224	27.551	0.029	0.135	-0.069
O	15.424	10.806	28.142	-0.07	0.115	-0.2
O	4.246	2.322	25.104	0.17	0.024	-0.02
O	-0.412	3.47	23.517	0.024	0.205	0.06
O	2.391	3.693	26.678	-0.049	0.154	-0.099
O	6.729	2.688	27.323	0.009	-0.011	0.197
O	6.954	5.263	27.886	0.208	-0.024	-0.243
O	0.809	5.373	25.259	-0.314	-0.184	0.017
O	8.979	13.326	26.216	-0.225	-0.007	0.139
O	4.233	12.299	26.65	0.237	-0.178	0.099
O	11.308	1.018	28.602	-0.182	-0.017	-0.05
O	13.795	14.9	25.305	-0.045	0.178	-0.245
O	10.183	5.941	24.522	0.05	-0.014	-0.193
O	12.537	5.237	25.764	0.168	0.116	0.129
O	5.421	3.674	29.423	-0.218	0.004	0.123
O	5.439	6.433	29.771	0.292	0.123	0.114
O	8.041	11.86	28.849	0.113	-0.184	-0.278
O	9.046	8.835	26.768	-0.189	0.173	-0.124
O	5.389	11.565	31.124	0.164	0.011	0.071
O	5.65	10.878	28.586	0.127	0.008	-0.332
O	15.598	0.769	29.228	0.138	-0.064	0.005
O	12.359	3.959	31.745	-0.108	0.071	0.254
O	3.404	9.752	26.633	0.089	0.021	0.263
O	14.373	8.786	23.865	0.09	0.053	0.247
O	12.094	8.856	30.656	0.128	-0.06	-0.295
O	11.308	7.44	26.398	0.025	0.007	0.048
O	13.949	12.876	27.111	-0.097	-0.149	-0.176
O	-0.305	13.335	25.828	-0.027	-0.135	-0.206
O	13.97	3.089	25.229	-0.123	-0.097	-0.161
O	3.03	0.046	24.626	-0.2	0.04	0.001
O	0.316	4.999	27.762	-0.091	0.161	0.233
O	10.245	14.431	28.222	0.146	-0.038	-0.05
O	2.037	15.648	32.199	0.145	0.239	-0.032
O	3.224	7.17	31.01	-0.015	0.053	-0.028
O	2.117	7.448	26.251	0.127	-0.043	-0.072
O	7.514	4.709	30.476	-0.087	0.287	0.033
O	4.443	14.894	26.354	0.041	0.207	-0.031
O	1.929	14.435	26.066	-0.024	-0.047	-0.027
O	1.268	12.927	30.348	0.04	0.074	0.298
O	3.397	13.781	28.7	0.038	0.173	0.113
O	3.192	11.266	29.576	-0.161	-0.165	0.136
O	8.632	2.835	32.207	0.33	0.178	0.021
O	8.397	2.195	29.702	-0.133	-0.091	-0.241
O	11.343	14.236	25.763	0.143	-0.118	0.098
O	1.714	7.651	33.147	0.026	-0.244	0.049
O	6.128	0.985	29.303	0.003	-0.11	0.071
O	10.067	4.16	30.485	0.011	-0.259	-0.321
O	1.358	12.443	27.803	-0.256	-0.173	-0.109
O	8.492	10.817	31.321	0.058	-0.122	0.158
O	10.323	7.697	28.891	-0.008	0.006	0.088
O	13.262	15.908	29.515	-0.136	0.138	0.055
O	14.163	4.286	27.719	-0.171	0.115	-0.125
O	12.014	1.345	31.142	-0.185	-0.147	0.226
O	14.528	8.058	31.254	0.028	-0.011	0.02
O	11.423	6.357	30.913	0.087	-0.049	-0.273
O	0.598	7.458	30.683	-0.01	0.176	-0.128
O	1.201	9.247	27.969	0.138	0.301	0.011
O	8.343	15.827	29.341	-0.012	0.12	-0.123
O	9.177	13.445	30.518	0.131	0.074	0.248
O	13.669	10.602	31.856	0.082	0.153	-0.19
O	15.126	13.065	29.442	-0.021	0.077	-0.187

Results
total energy: -108575.244 eV
total energy less fixed offsets of O -438.35, Si -107.03 eV per atom: 4.986 eV
